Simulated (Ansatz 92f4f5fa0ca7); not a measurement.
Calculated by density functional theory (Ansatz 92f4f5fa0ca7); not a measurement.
Periodic cell of 186 atoms, Si104O82, from a study of silicon, its oxide and their interface. The atomic structure is a simulated model.

Settings
functional: PBE
potential files: Ansatz PAW
basis: plane waves
wave-function cutoff: 700 eV
density cutoff ratio: 5
exchange-correlation grid ratio: 2
k mesh: 2 x 2 x 1, shifted by 0.5 0.5 0.5 of a step
self-consistency stop: 5e-08 eV per atom in the density residual
occupations: Fermi-Dirac, 0.05 eV
spin: none
net charge: 0

Cell vectors (angstrom)
a  11.5983  0  0
b  0  11.5983  0
c  -1.5644  0.258  23.6619

Atoms: element, x, y, z (angstrom)
Si  -0.8701  -0.6556  0.7761
Si  -0.8356  2.4746  0.3
Si  -0.9896  7.8758  0.3543
Si  3.0942  -0.1876  0.5491
Si  3.2857  2.9464  0.5975
Si  3.2521  7.4438  0.1288
Si  7.0306  -0.5536  0.8163
Si  7.0305  2.5718  0.2397
Si  7.0774  7.9097  0.6665
Si  1.1541  -0.6301  1.9202
Si  1.1023  3.3103  1.6328
Si  1.1628  7.4049  1.4756
Si  5.0159  -0.6193  1.9427
Si  5.262  3.3054  1.7708
Si  5.0439  7.2439  1.6918
Si  8.8952  -0.5319  2.1702
Si  8.8977  3.1625  1.6375
Si  8.9404  7.4222  1.9645
Si  1.16  1.4153  3.1477
Si  1.1305  5.3837  2.8926
Si  1.1876  9.0455  3.2107
Si  5.0449  1.3969  3.1837
Si  5.154  5.313  3.0464
Si  4.9761  9.0432  3.2259
Si  8.9041  1.4636  3.3105
Si  8.9286  5.2594  2.9907
Si  8.9086  9.1555  3.4621
Si  -0.7303  1.4101  4.6289
Si  -0.7404  5.3219  4.3827
Si  -0.6871  9.1038  4.6592
Si  3.0935  1.4043  4.5728
Si  3.1218  5.302  4.3405
Si  3.08  9.0761  4.6067
Si  6.934  1.4144  4.6354
Si  7.037  5.2788  4.4489
Si  6.8883  9.1415  4.6284
Si  -0.7501  -0.5633  5.9731
Si  -0.7424  3.4353  5.8295
Si  -0.7237  7.1499  5.9652
Si  3.0974  -0.5733  5.9462
Si  3.1126  3.4157  5.8148
Si  3.1261  7.1351  5.9338
Si  6.88  -0.5283  5.968
Si  6.9497  3.393  5.9065
Si  7.0422  7.1763  5.8782
Si  1.1919  -0.622  7.3569
Si  1.1884  3.446  7.17
Si  1.2064  7.0384  7.3802
Si  4.9885  -0.5509  7.4059
Si  4.9902  3.3916  7.2835
Si  5.1398  7.2687  7.2338
Si  8.8322  -0.578  7.2891
Si  8.9321  3.4278  7.2235
Si  8.9107  7.2068  7.3221
Si  1.0612  1.4894  8.3937
Si  1.2916  5.1072  8.819
Si  1.2539  8.9683  8.7931
Si  4.8772  1.437  8.7207
Si  5.154  5.3958  8.5576
Si  5.1847  9.084  8.8031
Si  8.8038  1.4339  8.4846
Si  8.9854  5.3137  8.6769
Si  8.795  9.1344  8.721
Si  -0.8414  1.0161  9.7219
Si  -0.7337  5.0411  10.0683
Si  -0.8531  9.404  9.9979
Si  2.7584  1.4594  9.9222
Si  3.3771  5.5509  10.0279
Si  3.2964  8.6371  10.1275
Si  6.9242  1.759  9.8756
Si  7.0249  5.0001  9.9944
Si  7.0689  9.2146  10.4459
Si  6.9888  0.134  12.5262
Si  4.8356  1.6356  14.1588
Si  3.1301  5.8766  19.9789
Si  11.3237  11.1496  15.3599
Si  0.2175  4.0224  16.7892
Si  2.4597  10.6251  11.8584
Si  -1.0586  2.5826  12.1605
Si  7.5875  6.6811  12.4196
Si  0.4524  8.607  19.6794
Si  1.686  6.7369  17.5001
Si  -0.202  9.2133  12.8657
Si  7.1639  11.2047  18.4889
Si  6.7303  2.7503  18.5162
Si  2.6503  11.3916  14.7043
Si  5.7544  4.3656  21.0267
Si  3.367  8.4727  15.6184
Si  11.6804  13.7334  19.2438
Si  -0.8638  6.3954  12.7714
Si  3.1898  3.5215  12.1702
Si  12.3992  3.9879  13.8588
Si  9.0742  1.3769  14.3218
Si  -1.1797  3.4511  21.5405
Si  7.0101  7.0032  22.0374
Si  6.0627  3.9932  15.9242
Si  5.8397  9.2176  20.2464
Si  5.7215  6.8722  15.0318
Si  2.9755  8.8011  21.2075
Si  12.1777  6.0344  21.4284
Si  5.7541  8.8346  17.3143
Si  8.7126  3.3811  16.5283
Si  1.2474  13.4048  21.8987
Si  10.3913  10.9099  18.3494
O  12.9042  6.3611  22.8611
O  -2.5586  3.4088  22.4118
O  -0.2925  2.2677  22.2695
O  -0.9837  9.5119  -0.1449
O  11.1149  12.2934  18.7678
O  12.8611  11.6927  15.5022
O  4.2035  9.0848  16.8774
O  10.4766  14.6071  19.9576
O  6.3794  7.6913  16.3131
O  2.6403  11.6465  13.1001
O  12.2186  2.9555  17.9436
O  3.1013  1.3723  1.0975
O  6.8636  8.3436  21.1337
O  5.6819  8.3368  18.8627
O  6.8142  5.6107  21.2085
O  4.3685  4.8903  20.3074
O  7.0167  0.9055  -0.093
O  6.6045  10.241  17.2707
O  -0.4994  6.2629  11.1827
O  8.7879  11.1209  18.4785
O  11.2684  5.1434  13.6751
O  5.2846  5.343  15.4552
O  -2.4712  6.5507  12.9402
O  2.4591  11.5495  10.5293
O  3.9649  4.6489  11.2998
O  -0.6947  10.9929  9.6197
O  -0.9608  1.1746  11.3675
O  10.5089  12.4283  14.8216
O  8.4651  1.9797  15.712
O  11.0954  9.9947  14.2511
O  3.5825  9.4852  11.5504
O  -1.2828  9.2526  11.6338
O  7.3757  7.8375  11.2905
O  5.7396  2.6916  15.0033
O  7.6535  4.4225  15.8376
O  1.1007  9.8047  12.1289
O  -0.0526  7.6709  13.3589
O  2.2243  4.368  13.1864
O  5.6552  0.4264  13.4271
O  4.1638  2.5566  13.0113
O  7.1183  5.3397  11.6208
O  6.8646  3.3815  10.0268
O  1.7932  9.3782  20.2258
O  10.8  10.5874  16.7986
O  3.3182  7.249  20.8292
O  -1.1802  3.7363  11.0204
O  5.7224  3.5271  17.4648
O  -1.3841  3.9706  16.4793
O  8.2097  0.1748  13.634
O  0.6507  5.5292  17.1886
O  8.4819  7.1326  22.7728
O  8.2694  3.1373  18.0807
O  2.8201  9.7749  14.844
O  1.662  5.2975  20.4333
O  0.8258  7.8585  18.2922
O  4.3456  7.6464  14.6156
O  7.1696  1.3199  11.4436
O  7.0138  3.4159  -1.1884
O  -0.6327  4.9889  21.6512
O  6.5736  10.6316  19.8973
O  6.9  -1.2489  11.6669
O  6.7078  6.9146  13.761
O  3.1912  7.0679  10.6734
O  3.8019  0.8534  15.1989
O  6.4033  3.2489  20.0218
O  12.6178  3.6351  15.4296
O  2.4147  2.5861  11.0803
O  -0.9275  0.8131  -0.0342
O  4.3848  9.5757  20.9297
O  3.6755  2.7555  -1.048
O  6.6066  12.7273  18.365
O  7.3196  6.8116  -0.5657
O  2.2027  7.4498  16.1276
O  0.2908  2.6751  13.0611
O  2.9792  6.1941  18.3685
O  7.1102  9.5157  0.0531
O  3.9295  8.587  -0.918
O  1.5407  11.904  22.5214
O  11.6219  7.4569  20.7819
O  -2.3123  2.5738  13.22
O  10.8757  9.6903  19.3408
O  12.941  13.4551  20.2618

Results
free energy: -112760.018 eV
free energy less fixed offsets of O -569.03, Si -635.61 eV per atom: 3.882 eV
pressure: -0.02 GPa
stress xx, yy, zz, yz, xz, xy (GPa, positive in tension): -0.91, 0.3, 0.69, -0.15, -0.12, 0.14

Forces (eV/angstrom), in the order of the atoms: element, x, y, z
Si  0.0559  -0.0818  -0.2799
Si  -0.1413  -0.1064  -0.1243
Si  -0.0925  0.2465  -0.1998
Si  0.1582  0.0899  0.1589
Si  -0.0565  -0.0012  0.1606
Si  0.0075  -0.3812  0.0602
Si  -0.1637  -0.1327  -0.482
Si  -0.0619  0.0562  0.0891
Si  -0.1007  0.3405  -0.427
Si  0.0672  0.1033  -0.3641
Si  0.0261  -0.0281  -0.3432
Si  -0.0757  0.1308  -0.1872
Si  -0.1516  0.1253  -0.3964
Si  0.045  -0.057  -0.3421
Si  0.1495  0.2021  -0.0483
Si  0.1183  -0.1003  -0.136
Si  0.1277  -0.1423  -0.0381
Si  0.0184  -0.043  0.0476
Si  0.0687  0.092  0.3694
Si  0.1501  -0.1783  -0.138
Si  -0.0888  0.0048  -0.0759
Si  -0.0754  0.0686  0.5438
Si  -0.0574  -0.1864  -0.0619
Si  -0.0422  -0.1019  0.1372
Si  -0.0414  0.2012  0.3368
Si  -0.0147  -0.1241  -0.2356
Si  0.0162  0.0377  0.3187
Si  0.1346  0.0125  -0.2721
Si  -0.0794  0.0461  0.1223
Si  -0.0934  0.0314  0.0288
Si  0.0705  -0.043  -0.2126
Si  -0.019  0.0204  0.0251
Si  0.0134  -0.0217  0.0641
Si  -0.0175  0.044  -0.303
Si  -0.0434  0.0154  0.1227
Si  0.1174  -0.105  -0.0256
Si  0.0951  0.0324  0.3284
Si  0.0246  0.0402  -0.014
Si  0.0389  -0.0089  0.0268
Si  -0.1195  0.1152  0.0729
Si  0.0431  -0.1142  -0.0695
Si  -0.0233  -0.023  -0.0185
Si  0.078  -0.0025  0.2479
Si  -0.0404  -0.0133  0.1233
Si  -0.0489  -0.0112  0.0243
Si  -0.0539  -0.2708  -0.1181
Si  -0.0047  -0.0329  -0.1169
Si  0.0344  0.1406  0.1156
Si  -0.0662  0.0057  0.103
Si  0.1093  0.0398  -0.0276
Si  0.0288  0.0011  -0.0798
Si  0.085  -0.0606  -0.3758
Si  -0.0953  0.0281  -0.1207
Si  -0.0624  0.16  -0.0499
Si  -0.0324  0.0196  0.0879
Si  0.1478  0.0914  0.1947
Si  -0.0375  0.1589  0.3602
Si  -0.1148  -0.0042  0.1887
Si  0.0336  -0.1727  0.3083
Si  -0.0209  0.1192  0.273
Si  0.111  0.0563  0.3031
Si  -0.2188  -0.1732  0.2269
Si  0.0776  0.0327  0.4293
Si  -0.2363  -0.2333  -0.2333
Si  0.0402  0.2134  0.3212
Si  0.0077  -0.0566  -0.3017
Si  -0.0114  -0.1141  -0.3027
Si  -0.0111  0.16  -0.0342
Si  -0.1429  -0.3355  -0.2248
Si  -0.014  0.4908  -0.0327
Si  0.0854  -0.2963  -0.0733
Si  -0.0657  -0.1562  -0.2486
Si  -0.0015  0.0388  0.2942
Si  -0.0422  -0.0282  0.439
Si  -0.0876  0.111  -0.2605
Si  0.0387  0.0949  0.2825
Si  -0.0235  0.0052  -0.0511
Si  0.0531  0.1831  0.1789
Si  0.0414  -0.0143  0.3231
Si  0.0204  -0.0721  0.1787
Si  0.0038  0.0435  -0.2627
Si  -0.0003  0.0117  -0.0321
Si  0.0224  -0.0179  0.3752
Si  0.0543  -0.0091  -0.0768
Si  -0.0169  -0.0464  -0.2176
Si  -0.0465  -0.0308  0.5711
Si  -0.0826  -0.0964  -0.2361
Si  -0.0399  -0.0877  0.1025
Si  -0.1195  -0.1461  -0.4737
Si  0.0394  -0.1511  0.309
Si  0.0573  0.057  0.3116
Si  -0.0037  0.0434  0.3763
Si  0.0339  0.0013  0.3402
Si  0.16  0.0029  -0.3247
Si  -0.107  0.189  0.0653
Si  -0.0417  0.0565  0.0263
Si  0.0329  0.0866  -0.3241
Si  -0.1651  -0.0024  0.1955
Si  -0.102  -0.176  -0.4383
Si  0.1402  0.1844  -0.4016
Si  0.0168  0.048  -0.0355
Si  0.1593  0.101  -0.0012
Si  -0.1859  0.0688  -0.3312
Si  -0.0115  -0.0326  -0.0657
O  0.0812  0.1726  0.2228
O  0.0302  -0.1142  0.3043
O  0.0707  -0.0446  0.0685
O  0.0906  -0.2916  0.4204
O  0.0522  0.1622  0.1406
O  0.0384  -0.0527  -0.1893
O  0.0457  -0.0155  0.0137
O  -0.0103  0.086  0.2947
O  -0.0006  -0.0252  -0.0362
O  0.0183  0.0038  -0.2156
O  -0.0195  -0.0562  0.2009
O  -0.0544  -0.0124  -0.3166
O  0.0856  -0.1573  0.0972
O  -0.0095  0.0467  0.17
O  0.0628  -0.0081  0.0349
O  0.096  -0.0652  0.1623
O  -0.0178  0.0665  0.327
O  -0.0249  -0.0075  -0.0009
O  -0.0313  -0.2192  -0.3014
O  -0.0317  -0.0097  0.0361
O  -0.0822  0.1374  -0.1646
O  0.0158  0.0745  -0.0228
O  -0.1046  0.0473  -0.0739
O  0.0235  0.0922  0.0814
O  -0.1304  0.0616  -0.1836
O  0.087  0.0238  0.3538
O  0.035  0.0905  -0.1999
O  -0.0569  0.0552  -0.0979
O  0.0284  -0.0609  -0.1586
O  -0.0049  -0.1333  -0.3313
O  -0.0636  -0.0427  -0.2067
O  -0.0837  0.0376  -0.5428
O  -0.088  0.2347  0.0146
O  -0.0253  -0.1231  -0.1411
O  -0.0438  -0.1068  0.0353
O  0.1242  0.0364  -0.0932
O  0.008  0.1011  -0.1929
O  0.1425  -0.0872  -0.2313
O  0.1049  -0.0436  -0.1545
O  -0.0339  0.0612  -0.1036
O  -0.0276  0.0742  -0.234
O  0.0276  -0.1167  0.0127
O  0.1065  0.0631  0.1817
O  -0.0227  -0.0147  -0.0309
O  0.1077  0.0786  0.0958
O  0.1071  0.2668  -0.2795
O  0.0647  -0.0074  0.0659
O  -0.0209  -0.0275  0.0502
O  -0.1453  -0.0356  -0.2443
O  -0.0186  0.0043  0.0294
O  0.2533  0.2462  0.1223
O  -0.1014  0.0102  0.0961
O  -0.0303  0.1006  -0.1808
O  -0.1239  -0.0545  0.1873
O  -0.0115  0.0424  0.0787
O  0.0707  -0.0276  -0.0019
O  -0.003  -0.1129  -0.2723
O  -0.0213  -0.2357  0.1338
O  -0.0621  -0.095  0.1414
O  -0.0989  -0.124  0.1642
O  0.0809  -0.2904  -0.3452
O  0.1397  -0.0411  -0.2245
O  0.0831  0.0736  -0.3717
O  0.0241  0.0457  -0.1928
O  0.0053  0.0843  0.2258
O  0.0291  0.0094  -0.2251
O  0.0098  -0.0868  -0.1275
O  0.0905  0.3971  0.1914
O  -0.0199  0.0374  0.2268
O  0.0299  -0.0229  0.3857
O  -0.0199  0.0532  -0.0033
O  -0.0742  0.1267  -0.0322
O  0.0444  0.0429  -0.029
O  -0.0609  -0.0688  -0.1749
O  0.0497  -0.0196  0.1451
O  -0.074  -0.2758  0.3682
O  -0.1622  -0.0964  0.2371
O  -0.001  0.0457  0.4175
O  -0.0767  -0.1715  0.1534
O  0.0712  -0.0039  -0.2198
O  0.0236  -0.043  0.0599
O  0.0886  -0.0204  0.3769

The program warned: the cutoff lies below the one the program advises for these potential files.
